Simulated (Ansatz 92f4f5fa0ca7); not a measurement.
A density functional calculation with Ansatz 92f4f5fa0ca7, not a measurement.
Periodic cell of 227 atoms, Si133O92B1H1, from a study of silicon, its oxide and their interface. The atomic structure is a simulated model.
Doubt: the cutoff is far below the 930 eV that the study's wrapper takes by default for these files, so forces and energies are approximate.

Settings
functional: PBE
potential files: Ansatz PAW
basis: plane waves
wave-function cutoff: 580 eV
density cutoff ratio: 5
exchange-correlation grid ratio: 1
k mesh: 1 x 1 x 1, Gamma-centred
self-consistency stop: 5e-08 eV per atom in the density residual
occupations: fixed
spin: none
net charge: 0

Cell vectors (angstrom)
a  10.938  0  0
b  0  10.938  0
c  0  0  32.2037

Atoms: element, x, y, z (angstrom)
Si  0.2757  -0.3734  24.8147
Si  5.4929  -0.317  24.6473
Si  2.5896  2.9221  24.6911
Si  7.9735  3.1237  24.501
Si  0.2101  5.0194  24.6528
Si  5.6694  5.311  24.7697
Si  2.4911  8.2818  24.9105
Si  7.8284  8.4887  24.5949
Si  1.3977  1.3273  26.0272
Si  6.8129  1.3656  25.8097
Si  4.083  4.1287  26.0638
Si  9.5421  4.0341  26.0609
Si  1.2328  6.735  26.0739
Si  6.8746  6.8503  26.0595
Si  4.1139  9.4711  26.147
Si  9.4904  9.5337  26.017
Si  2.7603  -0.0071  27.4198
Si  8.1809  0.0452  27.3509
Si  -0.0067  2.6843  27.4066
Si  5.4805  2.7029  27.3519
Si  2.7088  5.4798  27.4297
Si  8.245  5.4799  27.4114
Si  -0.0768  8.1676  27.4077
Si  5.5  8.1507  27.4595
Si  4.1018  1.3673  28.7855
Si  9.5708  1.3673  28.7855
Si  1.3673  4.1018  28.7855
Si  6.8362  4.1018  28.7855
Si  4.1018  6.8362  28.7855
Si  9.5708  6.8362  28.7855
Si  1.3673  9.5708  28.7855
Si  6.8362  9.5708  28.7855
Si  0  0  30.1527
Si  5.469  0  30.1527
Si  2.7345  2.7345  30.1527
Si  8.2035  2.7345  30.1527
Si  0  5.469  30.1527
Si  5.469  5.469  30.1527
Si  2.7345  8.2035  30.1527
Si  8.2035  8.2035  30.1527
Si  1.3673  1.3673  31.52
Si  6.8362  1.3673  31.52
Si  4.1018  4.1018  31.52
Si  9.5708  4.1018  31.52
Si  1.3673  6.8362  31.52
Si  6.8362  6.8362  31.52
Si  4.1018  9.5708  31.52
Si  9.5708  9.5708  31.52
Si  2.7345  0  0.6835
Si  8.2035  0  0.6835
Si  0  2.7345  0.6835
Si  5.469  2.7345  0.6835
Si  2.7345  5.469  0.6835
Si  8.2035  5.469  0.6835
Si  0  8.2035  0.6835
Si  5.469  8.2035  0.6835
Si  4.1018  1.3673  2.0507
Si  9.5708  1.3673  2.0507
Si  1.3673  4.1018  2.0507
Si  6.8362  4.1018  2.0507
Si  4.1018  6.8362  2.0507
Si  9.5708  6.8362  2.0507
Si  1.3673  9.5708  2.0507
Si  6.8362  9.5708  2.0507
Si  0  0  3.418
Si  5.469  0  3.418
Si  2.7345  2.7345  3.418
Si  8.2035  2.7345  3.418
Si  0  5.469  3.418
Si  5.469  5.469  3.418
Si  2.7345  8.2035  3.418
Si  8.2035  8.2035  3.418
Si  1.384  1.3596  4.7065
Si  6.8537  1.3858  4.7734
Si  4.085  4.1374  4.7547
Si  9.5684  4.1469  4.8158
Si  1.3473  6.8595  4.8586
Si  6.8272  6.8759  4.7844
Si  4.093  9.5608  4.8137
Si  9.6065  9.5469  4.8349
Si  2.708  0.0322  6.0961
Si  8.2225  0.0474  6.1536
Si  0.0879  2.7483  6.0388
Si  5.5236  2.8238  6.0761
Si  2.7457  5.4768  6.177
Si  8.2562  5.6242  6.1798
Si  0.0299  8.2156  6.3699
Si  5.4513  8.2052  6.2052
Si  3.8953  1.6605  7.2885
Si  9.9177  1.2123  7.3896
Si  1.6425  3.8104  7.4588
Si  6.6722  4.4461  7.4067
Si  4.3538  6.5434  7.5343
Si  9.2644  7.1817  7.753
Si  1.1833  9.9395  7.5827
Si  7.0127  9.437  7.4675
O  5.4627  5.4071  8.022
O  0  0.0752  8.057
O  2.8121  2.7369  7.9431
O  8.2052  8.425  7.9695
O  1.4521  9.46  24.3769
O  6.6859  4.1302  24.2199
O  6.6494  9.5537  24.056
O  1.4231  3.9865  24.1744
O  6.3465  10.0011  8.8772
O  0.9761  4.2443  8.9237
O  1.961  9.5438  8.9911
O  7.5287  4.0349  8.7641
O  9.4739  6.7074  9.3705
O  4.5581  0.9681  8.6176
O  3.7014  7.0339  8.9717
O  9.5261  2.1786  8.671
O  4.4927  0.0581  23.3763
O  8.7506  3.1993  22.9909
O  10.3958  5.3061  23.1954
O  5.2155  6.0928  23.3842
O  8.4362  7.8368  23.2044
O  3.3355  2.4042  23.2975
O  2.9499  7.4585  23.5637
O  10.5935  0.0525  23.3367
Si  -0.4409  9.1207  12.4103
Si  9.1283  2.6712  14.7895
Si  4.1182  12.0642  14.3299
Si  0.0025  11.5893  13.6771
Si  10.3756  4.8885  16.6016
Si  2.2027  4.8162  14.9168
Si  11.054  3.8139  19.4888
Si  3.4898  0.9974  22.4734
Si  2.0584  9.4803  10.612
Si  0.2178  -2.9547  20.5689
B  7.3741  2.2519  19.1685
Si  8.1939  2.7097  9.4314
Si  4.6174  -0.4245  11.8155
Si  8.722  6.9546  10.8151
Si  1.3463  4.2986  10.5044
Si  5.1221  11.4401  19.9016
Si  11.4397  -0.1547  21.9494
Si  3.3824  6.7517  10.5473
Si  9.3854  4.4884  22.1757
Si  3.5233  7.482  15.4104
Si  4.8243  3.358  15.9705
Si  9.3586  4.1201  11.8884
Si  -0.8443  1.051  19.3669
Si  15.6563  0.7958  17.0688
Si  6.5385  4.7502  17.8586
Si  0.945  -1.7576  14.9634
Si  12.7957  2.6523  12.6783
Si  2.2047  5.6889  20.4933
Si  15.2345  6.633  18.4236
Si  6.4761  -2.5962  14.5784
Si  5.6099  8.4242  20.4816
Si  8.3447  7.085  16.8792
Si  5.9627  7.611  11.6841
Si  7.4382  0.2095  15.5599
Si  8.3223  7.2395  21.6844
Si  3.9962  6.7567  22.5512
Si  5.8948  0.5371  9.4192
Si  9.7103  -1.2129  17.222
O  9.5742  7.7549  20.7962
O  6.0667  15.3045  16.3152
O  11.6233  -1.7013  21.4869
O  7.2796  14.4534  18.619
O  5.7465  10.042  20.4653
O  8.7655  -0.2346  16.3467
O  7.1222  1.5348  9.194
O  1.0046  -4.3064  21.0441
O  6.6931  -3.3555  13.1458
O  12.5584  4.257  19.9853
O  0.5362  -2.7144  18.9833
O  0.5923  9.6618  11.2754
O  -1.4993  8.1452  11.6844
O  1.7077  4.0189  13.582
O  5.2441  9.0517  11.5472
O  3.3027  5.5472  21.6846
O  7.1561  7.3836  10.5904
O  4.3222  0.1278  18.5013
O  -0.6928  10.6673  18.4383
O  1.9976  0.4221  22.2185
O  -1.0887  10.5256  13.0293
O  4.7237  -0.0458  13.3886
O  7.3431  7.5232  15.676
O  3.7339  0.4477  15.7881
O  -2.2377  -5.3361  11.7378
O  4.6523  13.3513  17.2976
O  2.2077  3.0411  11.1309
O  2.599  8.0449  11.1196
O  9.1842  3.5867  13.4257
O  5.1308  -3.0264  19.0021
O  9.6601  6.319  16.2906
O  5.1728  5.2651  18.6214
O  9.3888  3.6892  16.0479
O  -0.5652  1.6203  14.8414
O  6.9903  -11.9687  14.5622
O  2.3566  8.5997  15.4773
O  6.2465  11.3134  16.6669
O  10.8941  4.3361  11.3662
O  14.8313  -4.0224  16.887
O  5.5628  0.6102  11.0062
O  7.0207  7.7661  20.8832
O  7.8025  1.6873  14.8886
O  10.0794  14.8805  20.7952
O  1.1875  10.693  14.3653
O  2.323  5.5596  10.7626
O  13.8204  6.2581  14.5182
O  11.8408  4.9381  15.8892
O  0.2758  8.3525  13.692
O  4.4973  7.9463  21.5644
O  10.9089  9.2146  16.2525
O  0.5432  12.6238  12.5427
O  8.5708  3.0247  10.976
O  10.5392  0.6438  20.8684
O  10.5827  4.7398  18.224
O  8.5786  1.6227  19.3069
O  2.8757  6.4589  19.2092
O  11.106  -8.6652  18.9439
O  6.2587  12.5448  19.6116
O  14.3151  4.0387  15.7254
O  8.2657  5.6039  21.7387
O  4.7651  6.5129  11.4181
O  4.8671  8.1913  14.8425
O  -2.1223  8.4265  17.6911
O  5.1352  13.3181  14.6797
O  3.0917  -0.3498  11.233
O  7.5573  -4.9171  17.8336
O  4.1485  1.1875  21.0004
O  13.8887  1.7643  13.4408
H  1.3269  -3.1802  18.656

Results
free energy: -137045.078 eV
free energy less fixed offsets of B -154.04, H -15.97, O -568.88, Si -635.61 eV per atom: -1.978 eV

Forces (eV/angstrom), in the order of the atoms: element, x, y, z
Si  0.0415  -0.0912  -0.305
Si  0.1573  -0.0883  -0.2263
Si  -0.0639  0.0747  -0.2693
Si  0.0507  0.1876  -0.2348
Si  0.0267  0.1116  -0.2772
Si  0.0196  -0.0158  -0.2594
Si  -0.2209  -0.0031  -0.4066
Si  0.0871  -0.0878  -0.2895
Si  0.0227  0.0478  -0.1678
Si  -0.0058  -0.0624  -0.1988
Si  -0.0573  -0.0172  -0.1164
Si  -0.0292  -0.0517  -0.1181
Si  -0.0504  -0.2177  -0.2327
Si  -0.0311  0.0747  -0.1753
Si  -0.0956  0.0444  -0.1006
Si  -0.0875  -0.045  -0.1207
Si  0.0185  -0.0103  0.1847
Si  -0.0999  0.0414  -0.0528
Si  0.1435  -0.024  0.0647
Si  0.0896  0.1013  -0.0079
Si  0.0494  -0.0038  0.0207
Si  -0.0099  -0.0196  0.1113
Si  0.06  0.156  0.0838
Si  0.0218  -0.0344  0.1287
Si  0.2121  -0.0202  -0.1035
Si  -0.1604  -0.1604  -0.0548
Si  -0.1389  -0.1989  -0.0805
Si  0.028  -0.0906  -0.4347
Si  -0.1262  -0.1477  0.2361
Si  -0.1279  -0.1174  0.4497
Si  -0.1915  -0.1322  -0.3228
Si  0.1151  0.2383  -0.1806
Si  -0.0959  -0.0793  -0.0294
Si  -0.0069  0.0204  -0.023
Si  -0.0019  0.0336  -0.043
Si  0.02  0.011  -0.0343
Si  -0.02  -0.0045  -0.0018
Si  -0.1103  -0.052  -0.0216
Si  0.0041  -0.0339  -0.0183
Si  0.0455  0.0172  -0.0057
Si  0.0354  -0.0098  -0.0301
Si  0.0133  0.0007  -0.0361
Si  0.022  -0.0209  -0.001
Si  -0.0052  0.0021  -0.0213
Si  0.0058  -0.0215  -0.0224
Si  -0.0148  0.0333  -0.029
Si  -0.005  0.0394  -0.025
Si  0.0281  -0.0229  0.0067
Si  0.0083  -0.0174  0.0268
Si  -0.0529  0.0557  0.0028
Si  -0.008  0.0071  0.0241
Si  0.018  -0.0532  0.0112
Si  -0.015  0.0309  0.0147
Si  0.0071  -0.0067  0.0178
Si  0.0096  -0.007  0.0204
Si  -0.0458  -0.0075  0.0223
Si  0.0051  0.0796  -0.0083
Si  0.0109  -0.0416  0.0277
Si  0.0801  -0.0106  0.0229
Si  -0.0044  0.0226  0.0084
Si  0.0528  -0.0258  0.0214
Si  -0.0049  0.0199  0.0229
Si  -0.0375  0.01  0.0077
Si  0.0847  0.0475  0.0171
Si  -0.1203  -0.275  -0.1401
Si  -0.0149  -0.0599  0.1962
Si  0.2252  0.0856  -0.4314
Si  0.1591  0.2967  0.0602
Si  0.0473  0.2314  0.2654
Si  0.0823  0.2008  -0.1285
Si  -0.1508  -0.044  0.3008
Si  0.1414  0.1959  0.0632
Si  0.0106  0.019  -0.1992
Si  -0.0666  -0.082  0.0043
Si  0.033  -0.0563  -0.0664
Si  -0.0879  -0.0367  -0.0611
Si  -0.0327  0.0145  0.036
Si  -0.0438  0.0372  -0.1216
Si  0.0311  0.0121  -0.1173
Si  -0.1361  -0.0324  0.0764
Si  0.0375  0.0575  0.1167
Si  0.1013  0.0504  0.1787
Si  -0.0657  -0.0115  0.1822
Si  0.0315  0.0055  0.2019
Si  -0.0386  -0.0361  0.1309
Si  0.0037  -0.0453  0.1266
Si  0.0502  0.064  0.0717
Si  0.0257  -0.1138  0.1006
Si  0.0563  0.0649  0.4702
Si  -0.0006  -0.0133  0.2436
Si  -0.0034  0.0061  0.481
Si  -0.0798  0.0029  0.2893
Si  -0.0447  -0.0044  0.3616
Si  -0.0861  -0.0421  0.4062
Si  -0.0224  0.0305  0.31
Si  0.0522  0.0921  0.2085
O  0.1731  0.0266  -0.4766
O  0.0219  0.0167  -0.4855
O  0.0126  -0.0624  -0.5351
O  -0.0108  -0.1465  -0.2134
O  -0.1264  0.0816  0.516
O  0.1675  -0.0353  0.3563
O  0.0243  0.0465  0.5056
O  -0.0183  0.0347  0.4429
O  -0.0084  0.0286  -0.2258
O  0.0298  -0.0246  -0.5525
O  -0.1252  0.0375  -0.4001
O  -0.0008  -0.0278  -0.1738
O  0.1466  0.0456  -0.768
O  0.0326  -0.0314  -0.0949
O  0.1206  -0.004  -0.4249
O  -0.0262  0.0058  -0.1161
O  0.1001  -0.0001  0.0768
O  -0.2801  -0.2344  0.4631
O  0.1393  0.0258  0.2018
O  0.0627  -0.0637  0.2578
O  -0.0561  0.1054  0.292
O  -0.0637  0.0624  0.2936
O  0.0057  0.0351  0.1692
O  -0.0061  -0.0243  0.3367
Si  -0.0436  -0.0053  0.1199
Si  0.1485  0.0559  -0.0826
Si  -0.1247  -0.0668  -0.0852
Si  0.0022  -0.0599  -0.0266
Si  0.0413  -0.0863  0.0843
Si  -0.0326  -0.0139  -0.0886
Si  0.2515  -0.0256  -0.1278
Si  0.0305  0.0401  -0.0212
Si  -0.0552  0.019  0.4084
Si  0.0932  -0.0869  -0.0502
B  -0.0218  -0.0484  -0.0365
Si  0.0651  0.0274  0.1363
Si  -0.0124  -0.1663  0.0682
Si  -0.1654  0.0666  0.4309
Si  0.1214  -0.0994  0.2942
Si  0.0641  -0.2102  -0.0689
Si  -0.0517  -0.1167  -0.2206
Si  0.0513  -0.034  0.3093
Si  0.0907  0.0705  -0.1179
Si  0  -0.0736  0.0898
Si  -0.0848  0.0103  0.0253
Si  0.0581  0.1329  0.1847
Si  0.1078  0.1151  -0.1147
Si  -0.034  -0.0173  -0.0058
Si  -0.0829  0.0491  0.1103
Si  -0.1198  0.0826  -0.1014
Si  -0.0328  0.0425  -0.0262
Si  -0.0549  -0.0267  -0.2389
Si  -0.0643  0.05  0.0888
Si  0.0098  -0.1062  -0.0382
Si  0.0539  -0.0172  -0.1714
Si  -0.024  0.0253  -0.0533
Si  0.1145  0.0083  0.0843
Si  0.0472  -0.0628  0.041
Si  -0.0601  0.0458  -0.2023
Si  -0.0288  0.0226  -0.0998
Si  -0.1822  -0.055  0.1494
Si  0.0699  -0.0822  -0.013
O  -0.0733  -0.0226  0.0321
O  0.0048  -0.0572  -0.0887
O  0.0399  0.1084  0.0697
O  0.0278  0.021  -0.0514
O  -0.0421  0.0537  0.0663
O  -0.0407  0.0541  -0.0381
O  0.0547  0.0409  -0.0367
O  -0.0434  0.101  0.0688
O  -0.0256  -0.0147  0.0191
O  -0.0379  0.0114  0.0551
O  -0.0223  0.017  -0.0046
O  0.0872  0.0729  -0.1335
O  -0.0368  -0.0695  -0.087
O  0.0471  -0.0049  -0.0016
O  -0.0105  0.0494  -0.0704
O  0.0876  0.0317  0.1554
O  -0.0322  -0.0271  -0.0564
O  0.0572  0.0956  -0.0031
O  -0.0228  -0.0412  -0.0266
O  0.1128  0.0203  -0.0463
O  0.0857  -0.0194  -0.0206
O  0.0176  0.0501  0.0119
O  -0.0189  -0.0142  0.008
O  0.0654  0.0538  0.066
O  -0.011  0.045  -0.1554
O  -0.0105  0.0478  -0.0575
O  -0.0674  0.0216  -0.0195
O  0.0378  -0.0049  -0.061
O  -0.0612  -0.0073  -0.062
O  0.0072  0.0063  0.0163
O  0.0007  -0.0036  -0.0413
O  0.065  -0.0348  -0.0313
O  -0.0572  -0.0394  0.0177
O  -0.0684  -0.0166  0.032
O  -0.0064  0.0745  -0.0027
O  0.0236  0.0238  -0.0076
O  0.0312  -0.0165  -0.0087
O  0.0842  -0.014  -0.0629
O  0.0176  -0.0162  -0.0148
O  0.1059  0.065  -0.2867
O  0.0867  -0.0645  0.1501
O  -0.0614  -0.0536  0.0323
O  -0.1792  0.0822  0.3029
O  0.0151  -0.0109  0.0617
O  0.0054  -0.0103  -0.0894
O  0.0175  0.0024  -0.0086
O  0.0017  0.0284  -0.012
O  0.0148  -0.005  -0.0472
O  -0.0832  -0.0144  0.146
O  -0.0406  -0.0058  0.0947
O  0.0514  -0.001  0.0245
O  -0.1463  -0.1332  -0.2944
O  0.009  0.0102  0.1272
O  -0.0711  0.016  -0.0016
O  -0.0503  0.0036  0.0058
O  0.0256  0.0161  -0.0098
O  -0.0545  -0.0374  0.0196
O  -0.0503  0.0557  0.0066
O  0.0592  0.0083  0.0603
O  0.007  -0.0774  0.0737
O  -0.0759  -0.0152  -0.1571
O  -0.0263  0.0426  0.0183
O  0.0317  0.0114  0.0407
O  0.0552  0.0492  0.0168
O  -0.0421  0.0137  -0.1228
O  0.0331  0.0125  0.0213
O  -0.0997  0.0374  0.203
O  0.0113  -0.0043  -0.0125
H  -0.0394  0.0416  0.0465

The program warned: the cutoff lies below the one the program advises for these potential files; the exchange-correlation potential is rough where the density is thin.
